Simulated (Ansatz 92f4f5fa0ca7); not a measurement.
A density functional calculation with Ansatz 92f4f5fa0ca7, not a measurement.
Periodic cell of 255 atoms, Si165O90, from a study of silicon, its oxide and their interface. The atomic structure is a simulated model.
Doubt: the cutoff is low for norm-conserving oxygen, so forces and energies are approximate.
This geometry differs little from another in the collection (a relaxation step or a small displacement).

Settings
functional: HSE06
potential files: SPMS norm-conserving
basis: plane waves
wave-function cutoff: 800 eV
density cutoff ratio: 4
exchange-correlation grid ratio: 1
k mesh: 1 x 1 x 1, Gamma-centred
occupations: fixed
spin: none
net charge: 0

Cell vectors (angstrom)
a, 10.938, 0, 0
b, 0, 10.938, 0
c, 0, 0, 37.4293

Atoms: element, x, y, z (angstrom)
Si, 0, 0, 0.683
Si, 5.469, 0, 0.683
Si, 2.7345, 2.7345, 0.683
Si, 8.2035, 2.7345, 0.683
Si, 0, 5.469, 0.683
Si, 5.469, 5.469, 0.683
Si, 2.7345, 8.2035, 0.683
Si, 8.2035, 8.2035, 0.683
Si, 1.3673, 1.3673, 2.0503
Si, 6.8362, 1.3673, 2.0503
Si, 4.1018, 4.1018, 2.0503
Si, 9.5708, 4.1018, 2.0503
Si, 1.3673, 6.8362, 2.0503
Si, 6.8362, 6.8362, 2.0503
Si, 4.1018, 9.5708, 2.0503
Si, 9.5708, 9.5708, 2.0503
Si, 2.7345, 0, 35.3778
Si, 8.2035, 0, 35.3778
Si, 0, 2.7345, 35.3778
Si, 5.469, 2.7345, 35.3778
Si, 2.7345, 5.469, 35.3778
Si, 8.2035, 5.469, 35.3778
Si, 0, 8.2035, 35.3778
Si, 5.469, 8.2035, 35.3778
Si, 4.1018, 1.3673, 36.7451
Si, 9.5708, 1.3673, 36.7451
Si, 1.3673, 4.1018, 36.7451
Si, 6.8362, 4.1018, 36.7451
Si, 4.1018, 6.8362, 36.7451
Si, 9.5708, 6.8362, 36.7451
Si, 1.3673, 9.5708, 36.7451
Si, 6.8362, 9.5708, 36.7451
Si, -1.3693, -1.5189, 28.6003
Si, 5.1083, 0.5452, 27.2798
Si, 3.2618, 2.1505, 27.3454
Si, 8.0022, 2.9101, 27.2926
Si, -0.3041, 5.5827, 27.3187
Si, 5.7307, 5.0902, 27.1569
Si, 2.5765, 8.7537, 26.7159
Si, 8.4904, 7.8789, 27.1376
Si, 1.3825, 1.3046, 28.5331
Si, 6.8366, 1.3639, 28.6088
Si, 4.146, 3.9837, 28.5341
Si, 9.5185, 4.0417, 28.6431
Si, 1.3091, 6.6518, 28.6042
Si, 6.8269, 6.7719, 28.4282
Si, 4.102, 9.6546, 28.336
Si, 11.0522, 10.6503, 27.3111
Si, 2.7327, -0.0695, 29.8964
Si, 8.2004, -0.075, 29.8881
Si, 0.0283, 2.6848, 29.9066
Si, 5.5084, 2.727, 30.0025
Si, 2.7563, 5.3509, 29.9005
Si, 8.1686, 5.4733, 29.9423
Si, 0.0364, 8.1296, 29.9744
Si, 5.426, 8.1868, 29.7265
Si, 4.0985, 1.3204, 31.2785
Si, 9.575, 1.3144, 31.2538
Si, 1.3728, 4.0445, 31.298
Si, 6.8444, 4.11, 31.342
Si, 4.1085, 6.8167, 31.195
Si, 9.5706, 6.7926, 31.3115
Si, 1.386, 9.5326, 31.3051
Si, 6.7908, 9.5106, 31.2121
Si, 0.0043, -0.0274, 32.6459
Si, 5.4681, -0.0453, 32.6262
Si, 2.7406, 2.6916, 32.657
Si, 8.2215, 2.7048, 32.6442
Si, 0.003, 5.4274, 32.658
Si, 5.459, 5.488, 32.6442
Si, 2.7532, 8.1573, 32.6316
Si, 8.1856, 8.1873, 32.626
Si, 1.356, 1.3521, 34.0181
Si, 6.8289, 1.3457, 33.9984
Si, 4.0958, 4.0999, 34.0049
Si, 9.5673, 4.08, 34.0205
Si, 1.3652, 6.8194, 34.0079
Si, 6.8305, 6.8362, 34.0143
Si, 4.097, 9.5493, 34.0057
Si, 9.5556, 9.5594, 34.0034
Si, 2.744, 0.0117, 3.4085
Si, 8.2213, 0.0341, 3.4129
Si, -0.0102, 2.746, 3.4228
Si, 5.4746, 2.7527, 3.4191
Si, 2.7218, 5.4659, 3.4305
Si, 8.2108, 5.4746, 3.4168
Si, 0.0118, 8.2001, 3.4176
Si, 5.488, 8.2257, 3.4163
Si, 4.0733, 1.4156, 4.7737
Si, 9.5462, 1.4226, 4.8144
Si, 1.325, 4.1101, 4.8159
Si, 6.8724, 4.0933, 4.7947
Si, 4.1104, 6.8526, 4.7583
Si, 9.5747, 6.8403, 4.7861
Si, 1.3692, 9.5973, 4.7681
Si, 6.8582, 9.6256, 4.7719
Si, -0.0014, 0.0524, 6.1171
Si, 5.4995, 0.105, 6.1049
Si, 2.6645, 2.7182, 6.1807
Si, 8.1937, 2.7573, 6.2772
Si, -0.0777, 5.4406, 6.2084
Si, 5.5049, 5.4881, 6.088
Si, 2.7569, 8.2409, 6.1147
Si, 8.276, 8.2923, 6.1194
Si, 1.2701, 1.3485, 7.6027
Si, 6.7859, 1.3986, 7.6462
Si, 4.109, 4.1086, 7.4115
Si, 9.5298, 4.0954, 7.7468
Si, 1.3141, 6.8858, 7.4222
Si, 6.8948, 6.9047, 7.3798
Si, 4.1389, 9.6958, 7.4049
Si, 9.6167, 9.6947, 7.539
Si, 3.828, 1.4208, 10.2963
Si, 8.1874, 0.0112, 9.0078
Si, -0.1532, 2.5426, 9.1504
Si, 5.2746, 2.7349, 8.9555
Si, 2.7966, 5.576, 8.6548
Si, 8.1918, 5.7025, 8.9337
Si, 0.1252, 8.3508, 8.8425
Si, 5.6157, 8.3834, 8.6448
Si, 2.7228, -0.037, 8.8544
Si, 9.4939, 1.1419, 10.643
Si, 1.4235, 3.4386, 10.6063
Si, 6.5015, 5.181, 10.4954
Si, 4.1228, 7.1009, 9.7805
Si, 9.5091, 7.2163, 10.1293
Si, 1.8509, 9.2218, 10.252
Si, 7.109, 9.2997, 10.2526
O, 5.7086, 0.2949, 25.7685
O, 9.5782, 6.7135, 26.7977
O, 2.6561, 2.4026, 10.9902
O, 1.5713, 11.2357, 13.0581
O, 10.1049, 0.1656, 26.0583
O, 3.975, 6.6885, 23.6721
O, 6.058, 3.685, 10.0441
O, -0.4133, 0.0495, 11.2979
O, 7.0524, 5.0808, 12.0195
O, 4.7235, 0.53, 11.376
O, 12.953, 15.6312, 9.7859
O, 5.2031, 6.1798, 10.6383
O, 0.6296, 4.102, 11.908
O, 8.3141, 8.2216, 10.7521
O, 8.7073, 1.8288, 11.93
O, 3.0791, 8.1395, 10.5593
O, 0.3998, 5.0063, 25.9764
O, 2.9241, 8.5182, 25.1409
O, 8.7267, 2.3718, 25.935
O, 1.274, 9.7104, 26.6691
O, 5.1547, 5.5604, 25.7054
O, 2.2128, -3.603, 27.4009
O, 8.08, 8.4864, 25.6806
O, 6.6978, 9.701, 23.8533
Si, 3.3922, 5.6053, 13.2886
Si, 9.4885, -6.4547, 22.2134
Si, 4.565, 4.817, 17.5454
Si, 11.6713, 10.1742, 12.1237
Si, 5.8435, -0.5144, 11.9985
Si, 3.5402, 12.1596, 22.7266
Si, -0.2003, 11.5757, 18.4479
Si, 0.0597, 7.8864, 14.2133
Si, 11.1248, -7.4634, 19.7031
Si, 4.7767, 8.3485, 14.1752
Si, 8.8849, -1.7442, 19.103
Si, 2.6424, -3.3869, 23.8621
Si, 5.3418, 6.0225, 24.1643
Si, -4.7428, 4.4231, 13.2298
Si, 2.3401, 9.2167, 15.7993
Si, 7.5207, 8.349, 24.1639
Si, 11.566, 5.7212, 12.2062
Si, 4.2379, 11.4712, 20.0256
Si, -1.2353, 1.8744, 15.6775
Si, 10.5957, -6.4816, 16.8953
Si, 9.2386, 7.2475, 16.5378
Si, 1.5075, 11.9207, 14.5399
Si, 4.9116, 3.9536, 21.9783
Si, 1.4815, 7.8598, 21.1312
Si, 0.7113, 5.1626, 24.4015
Si, 5.9466, 11.0924, 24.1778
Si, 1.8006, 2.5486, 24.6163
Si, 9.8604, 1.4968, 25.1951
Si, 7.1758, 11.4161, 20.092
Si, 2.7492, 5.1339, 20.0403
Si, -4.5409, 6.4075, 15.6603
Si, 9.3032, -3.4637, 21.7042
Si, 2.2078, -1.1457, 18.6988
Si, -3.2239, 1.6564, 13.2359
Si, 5.8304, 2.8401, 19.3611
Si, 2.4825, 3.7141, 15.5797
Si, -2.7591, 1.6985, 22.7502
O, 4.0401, 7.0134, 13.6812
O, -0.8877, -0.6288, 19.1717
O, 12.3579, 8.131, 15.0435
O, 4.4903, 0.171, 23.4864
O, -0.6395, 6.0265, 16.6671
O, 6.5154, 5.207, 14.592
O, 4.4529, 1.9681, 19.2934
O, 2.3026, 8.87, 17.3763
O, 2.1522, 1.4303, 23.513
O, 3.7584, 4.7952, 21.2411
O, 2.6005, 4.893, 14.4938
O, 8.7576, -2.7251, 20.3749
O, -1.2187, 8.0439, 15.2019
O, 6.6723, 2.8892, 13.3412
O, 10.4332, -6.6661, 18.4877
O, 3.7515, 3.8155, 16.5721
O, 1.3514, 6.6122, 24.1339
O, 0.3277, 2.2706, 25.1855
O, -0.3903, 6.435, 11.1536
O, 6.883, 3.9881, 26.7993
O, 3.2005, 0.6787, 21.2492
O, 12.8789, 6.45, 20.4872
O, 10.8317, 1.9128, 19.4311
O, 5.6396, 4.817, 23.1281
O, 4.2791, 2.6474, 22.6637
O, 8.8905, -5.0442, 21.6642
O, -2.483, 1.5229, 14.6896
O, -5.8243, 9.3114, 12.9287
O, 5.9709, 3.4966, 20.8374
O, 0.0922, 6.3739, 13.6022
O, 4.5994, 4.5734, 12.8995
O, -0.6374, 4.8853, 23.5576
O, 7.5732, 10.1473, 19.171
O, 5.6863, 0.1437, 20.6346
O, 14.7709, 9.1367, 15.2101
O, 2.3559, 8.2858, 22.4397
O, -2.8106, 0.8381, 21.3627
O, 10.4925, -7.0557, 21.1139
O, 2.8976, 2.5028, 25.7877
O, 12.2644, 0.1467, 18.2899
O, 3.5942, -5.5165, 18.6878
O, 7.0735, 1.818, 19.1618
O, 7.7946, -4.3727, 16.4154
O, 12.6907, 3.8835, 19.7678
O, 8.6852, 8.141, 23.0524
O, 0.0285, 1.5644, 14.7394
O, 5.7692, 14.9113, 18.2306
O, 6.8178, 1.3886, 23.576
O, 10.901, -3.2496, 21.6463
O, 2.4717, 13.1947, 14.845
O, 12.7493, -0.2134, 15.5734
O, 9.3992, 1.1726, 23.685
O, 9.1349, -2.6507, 17.7816
O, 6.0961, 7.8348, 14.9549
O, 1.1471, 4.017, 16.4384
O, 8.4088, 3.2984, 22.5108
O, 1.7995, 4.036, 23.9852
O, -1.3369, 14.3842, 16.0921
O, 0.0093, 9.039, 13.0616
O, -9.3089, 8.9659, 19.9608
O, 5.2212, 6.0298, 16.7059
O, -0.9942, 1.0128, 17.0594
O, 2.2483, 5.9945, 12.1955
O, 6.8572, 0.3128, 12.9628
O, 3.6906, 10.3397, 19.0354
O, 6.5521, 7.0697, 24.0937

Results
free energy: -59013.292 eV
free energy less fixed offsets of O -447.96, Si -113.29 eV per atom: -4.042 eV
gap between the highest filled and lowest empty level on this k mesh: 1.352 eV

The program warned: the cutoff lies below the one the program advises for these potential files; the forces do not sum to zero within the program's tolerance; the exchange-correlation potential is rough where the density is thin.
